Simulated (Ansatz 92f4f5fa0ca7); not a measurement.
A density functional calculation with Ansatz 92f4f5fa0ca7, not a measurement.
Periodic cell of 351 atoms, Si241O110, from a study of silicon, its oxide and their interface. The atomic structure is a simulated model.
Doubt: the cutoff is far below the 930 eV that the study's wrapper takes by default for these files, so forces and energies are approximate.
This geometry differs little from another in the collection (a relaxation step or a small displacement).

Settings: functional PBE; potential files Ansatz PAW; basis plane waves; wave-function cutoff 580 eV; density cutoff ratio 5; exchange-correlation grid ratio 1; k mesh 1 x 1 x 1, Gamma-centred; self-consistency stop 5e-08 eV per atom in the density residual; occupations fixed; spin none; net charge 0.

Cell vectors (angstrom)
a 11.6015 0 0
b 0 13.3963 0
c 0 0 40.3018

Atoms: element, x, y, z (angstrom)
Si 0 2.2327 1.1851
Si 3.8672 2.2327 1.1851
Si 7.7343 2.2327 1.1851
Si 1.9336 5.5818 1.1851
Si 5.8008 5.5818 1.1851
Si 9.6679 5.5818 1.1851
Si 0 8.9308 1.1851
Si 3.8672 8.9308 1.1851
Si 7.7343 8.9308 1.1851
Si 1.9336 12.2799 1.1851
Si 5.8008 12.2799 1.1851
Si 9.6679 12.2799 1.1851
Si 1.9336 1.1164 1.9745
Si 5.8008 1.1164 1.9745
Si 9.6679 1.1164 1.9745
Si 0 4.4654 1.9745
Si 3.8672 4.4654 1.9745
Si 7.7343 4.4654 1.9745
Si 1.9336 7.8145 1.9745
Si 5.8008 7.8145 1.9745
Si 9.6679 7.8145 1.9745
Si 0 11.1635 1.9745
Si 3.8672 11.1635 1.9745
Si 7.7343 11.1635 1.9745
Si 1.9336 1.1164 4.3426
Si 5.8008 1.1164 4.3426
Si 9.6679 1.1164 4.3426
Si 0 4.4654 4.3426
Si 3.8672 4.4654 4.3426
Si 7.7343 4.4654 4.3426
Si 1.9336 7.8145 4.3426
Si 5.8008 7.8145 4.3426
Si 9.6679 7.8145 4.3426
Si 0 11.1635 4.3426
Si 3.8672 11.1635 4.3426
Si 7.7343 11.1635 4.3426
Si 0 0 35.9612
Si 3.8672 0 35.9612
Si 7.7343 0 35.9612
Si 1.9336 3.3491 35.9612
Si 5.8008 3.3491 35.9612
Si 9.6679 3.3491 35.9612
Si 0 6.6981 35.9612
Si 3.8672 6.6981 35.9612
Si 7.7343 6.6981 35.9612
Si 1.9336 10.0472 35.9612
Si 5.8008 10.0472 35.9612
Si 9.6679 10.0472 35.9612
Si 0 0 38.3294
Si 3.8672 0 38.3294
Si 7.7343 0 38.3294
Si 1.9336 3.3491 38.3294
Si 5.8008 3.3491 38.3294
Si 9.6679 3.3491 38.3294
Si 0 6.6981 38.3294
Si 3.8672 6.6981 38.3294
Si 7.7343 6.6981 38.3294
Si 1.9336 10.0472 38.3294
Si 5.8008 10.0472 38.3294
Si 9.6679 10.0472 38.3294
Si 0 2.2327 39.1188
Si 3.8672 2.2327 39.1188
Si 7.7343 2.2327 39.1188
Si 1.9336 5.5818 39.1188
Si 5.8008 5.5818 39.1188
Si 9.6679 5.5818 39.1188
Si 0 8.9308 39.1188
Si 3.8672 8.9308 39.1188
Si 7.7343 8.9308 39.1188
Si 1.9336 12.2799 39.1188
Si 5.8008 12.2799 39.1188
Si 9.6679 12.2799 39.1188
Si 0.2641 -0.021 28.755
Si 3.8984 0.0571 29.1577
Si 7.9606 0.1447 28.8056
Si 2.0889 3.4705 28.6538
Si 5.8693 3.2642 28.9986
Si 9.6099 3.558 28.7781
Si 0.1243 6.9662 28.7221
Si 4.0238 6.7639 28.7467
Si 7.7637 6.8909 28.8904
Si 2.0362 10.3076 29.0006
Si 5.9149 10.2303 29.1689
Si 9.5871 9.9249 28.7199
Si 0.0548 2.3233 29.2855
Si 3.8673 2.3254 29.7603
Si 7.8665 2.3027 29.772
Si 2.0157 5.7046 29.4581
Si 5.9013 5.5902 29.5632
Si 9.7835 5.7908 29.5347
Si 0.0523 9.1136 29.6042
Si 3.9321 9.0088 29.609
Si 7.7679 9.0047 29.9093
Si 2.0063 12.4029 30.0488
Si 5.9618 12.4889 29.7419
Si 9.8194 12.2345 29.4057
Si 0.0287 2.288 31.7944
Si 3.87 2.2936 32.0988
Si 7.7944 2.2681 32.0987
Si 1.9712 5.6407 31.8842
Si 5.8551 5.6051 31.9585
Si 9.7289 5.6676 31.9342
Si 0.0418 9.005 31.991
Si 3.9088 8.9649 31.9905
Si 7.7923 8.9756 32.2049
Si 1.9582 12.3378 32.315
Si 5.8741 12.3854 32.088
Si 9.7402 12.2815 31.8696
Si 1.9097 1.2229 32.8447
Si 5.827 1.1978 32.8722
Si 9.7484 1.1225 32.7259
Si 0.0414 4.4986 32.7018
Si 3.8902 4.5438 32.7806
Si 7.8021 4.5286 32.7817
Si 1.9646 7.8508 32.7612
Si 5.8238 7.8265 32.8158
Si 9.7481 7.85 32.84
Si -0.0049 11.191 32.8624
Si 3.9459 11.1919 32.8409
Si 7.8068 11.2453 32.8264
Si 1.9201 1.1397 35.1971
Si 5.8024 1.127 35.2113
Si 9.6874 1.109 35.1299
Si 0.005 4.4622 35.1177
Si 3.8668 4.4785 35.1593
Si 7.7439 4.4763 35.1599
Si 1.9343 7.8134 35.1486
Si 5.7949 7.8082 35.178
Si 9.684 7.812 35.1924
Si -0.0132 11.1619 35.2063
Si 3.8833 11.1594 35.1926
Si 7.7477 11.1798 35.1853
Si -0.0075 0.0035 5.1214
Si 3.8752 -0.0044 5.1467
Si 7.7168 -0.0112 5.1563
Si 1.932 3.3416 5.1704
Si 5.7971 3.3511 5.12
Si 9.6748 3.3428 5.1259
Si 0.0029 6.68 5.0988
Si 3.8616 6.6889 5.156
Si 7.725 6.6792 5.1061
Si 1.9359 10.0526 5.0643
Si 5.7877 10.0568 5.1251
Si 9.6602 10.0469 5.0896
Si -0.056 -0.0292 7.481
Si 3.8699 -0.048 7.5266
Si 7.6499 -0.0755 7.5445
Si 1.9223 3.2773 7.5705
Si 5.7808 3.3158 7.4789
Si 9.6739 3.2881 7.4892
Si -0.0121 6.6044 7.4423
Si 3.8118 6.6379 7.5427
Si 7.6766 6.5989 7.456
Si 1.8971 10.0405 7.3859
Si 5.7163 10.0281 7.4863
Si 9.6099 9.9963 7.4263
Si -0.028 2.16 8.3792
Si 3.8975 2.1755 8.329
Si 7.7166 2.1916 8.227
Si 1.8816 5.5069 8.3755
Si 5.7465 5.5132 8.3481
Si 9.6394 5.5263 8.2359
Si -0.0178 8.8701 8.05
Si 3.7659 8.9072 8.2335
Si 7.6489 8.8478 8.1044
Si 1.8907 12.2589 8.202
Si 5.7258 12.192 8.4828
Si 9.6135 12.2145 8.2486
Si -0.0589 2.069 10.7947
Si 3.9541 2.0996 10.7077
Si 7.7224 2.1767 10.5659
Si 1.8102 5.4254 10.7866
Si 5.6826 5.4481 10.7537
Si 9.6203 5.4918 10.5895
Si -0.049 8.8267 10.3406
Si 3.6388 8.8749 10.5822
Si 7.552 8.7286 10.4062
Si 1.792 12.2364 10.5373
Si 5.621 12.0712 10.9869
Si 9.5065 12.1287 10.5995
Si 1.9997 1.0322 11.4282
Si 5.9495 0.9659 11.5572
Si 9.5283 0.9371 11.445
Si -0.1658 4.2953 11.5394
Si 3.7506 4.2889 11.5633
Si 7.7201 4.4176 11.4325
Si 1.7487 7.71 11.415
Si 5.5523 7.7394 11.266
Si 9.6122 7.7884 11.084
Si -0.115 11.0054 11.206
Si 3.4534 11.0092 11.6315
Si 7.6486 10.8468 11.3638
O 5.8884 3.9782 14.3606
O 12.6005 -0.684 14.2197
O 13.1922 2.483 24.7772
O 5.979 11.5814 16.1971
O 3.9555 2.4764 15.3115
O 6.4562 1.0151 13.174
O 8.0456 4.518 13.0667
O 11.6276 10.7399 12.8476
O 3.0983 -0.3705 20.8484
O 5.1954 7.9623 12.8909
O 2.7356 10.9177 13.1827
O 0.4751 7.9104 15.5446
O 15.3889 10.5937 21.2555
O 1.4912 -2.665 22.948
O 6.9778 3.7728 25.3738
O 6.2857 10.4226 27.5704
O 12.4723 13.1113 27.184
O -0.8584 -2.0463 24.0615
O 2.1889 10.8017 27.3942
O 5.7815 2.763 27.4255
O 13.8327 7.6549 25.6458
O -1.0587 9.4414 17.1129
O 9.2775 9.4355 27.1255
O 11.5029 6.5544 24.6524
Si 4.5968 8.2106 18.4886
Si 14.4982 -10.8957 18.6445
Si 0.4123 9.3185 16.3598
Si -2.9896 3.6485 25.6539
Si 9.3238 6.5745 21.2033
Si 3.0514 31.4066 22.8831
Si 10.9266 9.1072 20.8441
Si 15.9155 3.9063 14.6598
Si 3.554 13.885 22.1522
Si 2.0075 9.6564 19.0376
Si 19.31 15.7288 20.3635
Si -5.7213 15.999 25.8183
Si 8.3064 -4.9881 26.25
Si 11.7151 2.0792 19.2664
Si 19.0892 3.998 14.5124
Si 16.472 -10.3715 21.004
Si 19.472 1.0386 14.0453
Si 15.371 -1.6355 20.1018
Si -2.5073 -4.4384 16.5011
Si 21.2512 17.6356 19.1295
Si 4.1503 27.9418 16.2266
Si 12.8497 2.362 23.1637
Si 12.2181 7.7041 25.5902
Si 23.3241 10.1114 23.6371
Si 3.9807 7.3644 22.8197
Si 21.8477 14.7255 21.7759
Si 13.9166 12.3618 26.8642
Si 6.773 -0.4173 16.3954
Si 12.8279 -2.2546 13.8713
Si -5.098 8.0319 20.9457
Si -2.4462 5.7951 16.3516
Si -4.805 12.8186 19.4107
Si -8.6352 10.1157 22.5831
Si 2.8524 16.7011 25.4581
Si -2.1459 12.1722 23.4772
Si -3.5001 14.1423 25.5912
Si -3.3293 10.6353 21.1492
Si 6.2166 -3.3856 16.5023
Si 17.4329 23.47 26.063
Si -0.1348 4.8349 14.6516
Si 1.5987 7.2628 14.558
Si 4.1811 33.3331 15.9903
Si -1.7063 6.3225 24.368
Si 12.4343 16.0113 16.6018
Si 3.8447 7.6579 25.8067
Si 4.1425 -1.4778 24.5018
Si 13.6173 13.9245 14.5137
Si -2.902 -4.4167 13.5507
Si 6.0704 21.3632 14.252
O -0.4088 4.1614 13.1922
O 3.5832 -9.2009 13.2277
O 9.8553 8.2492 12.6789
O 5.4721 11.548 25.3985
O 13.2141 7.9251 13.0692
O 9.622 18.4762 17.7394
O 16.8549 -1.1994 19.512
O 11.2809 15.5347 22.7717
O -4.6432 14.3425 19.9524
O -11.6259 3.7673 15.8672
O 3.5564 13.2082 27.5369
O 10.415 7.5896 20.5053
O -5.9763 20.1881 15.2692
O 18.067 3.3071 20.7975
O 16.0526 7.1696 24.3778
O 25.6648 16.9508 27.0151
O 18.7367 22.6631 25.4525
O 8.0355 15.8822 14.793
O 2.0626 16.7224 17.4691
O 7.6162 7.7658 13.7921
O 14.6681 -5.9335 15.238
O -3.8032 11.8974 20.2664
O 14.0081 1.132 13.0487
O 3.0388 -8.745 24.5315
O 15.7973 6.6861 27.0776
O 9.1142 7.5649 25.1062
O 15.2289 1.3097 17.7766
O 11.0915 9.1688 22.4675
O 9.3975 4.8361 24.8638
O 9.9943 13.2609 22.4022
O -4.2049 12.8797 17.8908
O 11.664 20.7646 27.0968
O -2.2126 18.5645 20.4222
O 7.8587 13.2722 15.2073
O 4.0191 3.2437 19.59
O 3.8471 18.3678 15.7981
O 19.386 7.0613 21.0624
O 20.1124 16.4428 19.1183
O 8.0281 10.3413 12.924
O 1.4904 9.3389 17.552
O 12.5493 10.4194 15.2926
O 2.7686 12.3298 25.3038
O 14.294 -2.232 19.0154
O 14.4628 8.5134 22.5599
O 20.4239 20.7536 16.7005
O 0.2919 -4.1973 24.9849
O 12.8629 28.4373 15.3931
O -3.4154 0.2841 27.1565
O 4.5019 -4.2767 26.1436
O 5.3733 7.6355 22.039
O 7.0571 9.5506 21.1495
O 22.737 17.0005 19.3892
O -3.8589 9.704 17.0675
O 8.4849 -2.2804 22.6984
O 5.1055 22.8651 17.5655
O -5.0721 14.5674 25.333
O 27.1404 23.8643 23.8148
O 3.3103 13.4108 15.3915
O 23.1654 15.1026 17.6688
O -5.882 14.2096 16.3248
O 9.6526 6.3658 22.7727
O 9.1767 0.8016 13.0828
O 7.6553 20.6757 27.2587
O 12.8445 5.6805 14.467
O 4.3256 -0.3591 23.3263
O 8.619 12.9071 24.6696
O 9.3133 9.4284 14.9627
O 2.1595 1.1141 22.6747
O 9.0397 17.176 27.2258
O 13.3378 3.7505 22.4258
O 8.8039 15.4979 21.5824
O -5.6653 9.3753 15.0327
O 15.9373 15.9934 25.2818
O 10.2507 5.794 15.1423
O 13.3097 1.9875 19.6553
O -0.6908 14.499 20.2886
O 0.7439 -3.9097 20.0919
O -3.7199 4.9646 15.7581
O 4.4034 17.3838 22.2233
O 9.6821 -3.2793 20.4771
O 5.8155 7.8309 19.4853
O 14.6711 6.1161 22.3116
O 3.2323 8.5917 19.3105
O -7.328 20.3002 17.5654
O 9.0121 2.0903 25.25
O 4.6588 14.9235 21.592

Results
free energy: -215760.560 eV
free energy less fixed offsets of O -568.88, Si -635.61 eV per atom: -1.750 eV

Forces (eV/angstrom), in the order of the atoms: element, x, y, z
Si 0.0013 0.0421 0.0175
Si 0.0124 0.0092 0.0152
Si 0.0052 0.0349 -0.0159
Si -0.0006 0.0135 -0.0239
Si 0.009 0.0101 0.0333
Si -0.0027 -0.0028 0.0144
Si 0.0135 0.0029 0.0252
Si -0.0021 0.0195 0.0038
Si 0.0035 0.0063 0.0129
Si 0.0135 -0.0245 -0.0016
Si -0.0044 -0.0049 -0.0183
Si 0.0066 -0.0055 -0.0158
Si 0.0149 -0.0145 -0.0215
Si 0.0018 -0.023 -0.0129
Si -0.0648 -0.05 -0.0187
Si 0.0399 -0.0797 0.0009
Si -0.0537 -0.0104 -0.0043
Si 0.0122 -0.0709 -0.0018
Si 0.0229 -0.0584 -0.0065
Si -0.041 -0.0043 -0.0082
Si -0.0167 -0.0421 -0.0197
Si -0.0362 0.0314 -0.0095
Si 0.0173 0.0405 0.001
Si -0.0405 0.0074 -0.0064
Si 0.0563 0.0061 0.1622
Si -0.0081 -0.0488 -0.0097
Si -0.1724 -0.0729 0.0486
Si 0.0953 -0.1998 -0.1274
Si -0.1237 -0.0351 0.0743
Si 0.0283 -0.1606 -0.1478
Si 0.07 -0.1327 -0.0959
Si -0.1424 -0.0144 0.1126
Si -0.0392 -0.1274 -0.0464
Si -0.0786 0.0852 -0.2199
Si 0.0689 0.1344 -0.298
Si -0.1552 0.0609 -0.1348
Si -0.0491 0.0564 0.1411
Si -0.0818 0.0594 -0.0261
Si 0.203 0.1323 0.0193
Si -0.0433 0.2403 0.0373
Si 0.0298 0.2198 -0.0299
Si 0.1274 -0.0408 -0.3125
Si 0.1545 -0.1372 -0.0621
Si -0.0826 0.0227 0.067
Si 0.0295 0.026 0.0018
Si 0.0254 -0.0635 -0.0898
Si 0.1773 -0.0411 0.0458
Si -0.0647 -0.029 0.2425
Si -0.0137 0.0165 -0.0121
Si -0.0287 0.0112 0.0112
Si 0.0645 0.0612 -0.0074
Si -0.006 0.1088 0.0076
Si 0.0132 0.0859 0.014
Si 0.0318 -0.0069 0.0126
Si 0.0632 -0.0484 -0.0015
Si -0.0325 0.0239 -0.0003
Si 0.0072 0.0294 0.0132
Si 0.0156 -0.008 0.0192
Si 0.059 -0.0074 0.011
Si -0.0284 -0.0082 0.0043
Si 0.0049 -0.0416 -0.013
Si -0.011 -0.0085 -0.03
Si -0.0116 -0.0351 -0.009
Si -0.0007 -0.0154 0.0485
Si -0.0087 -0.0126 -0.0052
Si 0.0013 0.0077 -0.0295
Si -0.0187 0.0034 -0.0254
Si 0.0001 -0.0154 -0.0109
Si 0.0019 -0.0007 0.03
Si -0.0142 0.0217 -0.0025
Si 0.0053 0.0006 -0.0323
Si -0.0054 -0.0019 0.0124
Si 0.0032 -0.0076 0.026
Si -0.0045 0.0095 0.0184
Si -0.0153 -0.0146 0.0205
Si -0.0087 -0.0104 0.0257
Si -0.0052 0.0142 0.0284
Si 0.0202 -0.0026 0.0239
Si -0.0024 0.003 0.032
Si 0.0076 0.0133 0.0228
Si 0.0223 0.0082 0.0287
Si -0.0098 0.0032 0.0297
Si -0.0067 -0.0139 -0.0008
Si -0.0054 0.0076 0.0259
Si -0.0149 0.007 -0.0021
Si -0.0016 -0.0041 -0.0096
Si -0.0013 0.0008 -0.0142
Si 0.001 -0.0011 -0.0141
Si -0.0059 -0.0087 -0.0184
Si -0.0065 -0.0057 -0.0161
Si 0.0009 -0.0035 -0.0057
Si -0.0076 -0.0002 -0.009
Si -0.0008 -0.003 -0.0108
Si 0.0007 -0.012 0.0044
Si 0.0214 0.0181 -0.0116
Si 0.011 -0.0003 -0.0155
Si 0.0019 0.0001 0.0058
Si -0.0115 0.0012 0.0101
Si 0.0006 -0.0027 0.015
Si -0.0016 0.0014 0.0168
Si 0.0014 0.0048 0.0205
Si 0.0003 0.0046 0.017
Si -0.0049 0.007 0.0092
Si 0.0008 -0.0005 0.0199
Si 0.0019 0.0022 0.0047
Si -0.0015 -0.0002 0.0051
Si 0.0063 0.003 0.0163
Si 0.0014 -0.0019 0.0192
Si 0.0074 -0.0051 -0.001
Si 0.0038 -0.0073 -0.0017
Si -0.0015 -0.0006 0.002
Si -0.0009 -0.0058 0.0011
Si 0.0049 -0.0052 -0.0026
Si -0.004 -0.0025 0.0002
Si 0.0082 -0.0005 0.0032
Si 0.001 -0.0002 -0.0002
Si -0.0031 -0.0009 -0.004
Si 0.003 -0.0015 -0.0024
Si -0.0108 0.0024 0.0027
Si -0.0057 -0.0003 0.0016
Si 0.0011 -0.0037 -0.0016
Si 0.002 -0.0006 -0.0002
Si -0.0019 0.0052 0.0019
Si 0.0022 0.0052 0.0053
Si -0.0008 0.0029 0.002
Si -0.001 -0.0007 0.0008
Si -0.0003 0.001 0.0035
Si 0.0035 0.0045 0.0007
Si -0.0038 0.0044 -0.0004
Si 0.001 0.0032 -0.0019
Si -0.0011 0.0015 0.0032
Si 0.0025 -0.0038 -0.0025
Si -0.0008 -0.0057 -0.0011
Si 0.0009 -0.0062 -0.0032
Si -0.0065 -0.0019 -0.0006
Si -0.0019 0.0005 0.0019
Si 0.0018 -0.0044 0.0045
Si -0.0032 -0.0002 0.0038
Si -0.0008 0.0027 0.0005
Si -0.0052 0.0017 -0.0009
Si 0.0023 -0.0012 0.0055
Si -0.0027 -0.0015 0.012
Si 0.0016 -0.0019 -0.0022
Si 0.0011 -0.0013 0.0072
Si 0.0089 0.0098 0.0107
Si -0.0079 0.0084 0.0076
Si 0.0194 0.0051 0.0056
Si -0.0066 0.0035 0.0028
Si -0.0072 -0.0036 0.005
Si 0.0003 -0.003 0.0056
Si -0.0033 0.0013 0.0163
Si 0.011 -0.0032 0.004
Si 0.0007 0.0204 0.0055
Si 0.0034 -0.0082 0.0115
Si 0.0093 0.0009 0.0128
Si -0.0011 0.0051 0.0063
Si 0.0006 0.0029 -0.0154
Si 0.0089 -0.0012 -0.0096
Si 0.0005 0.0003 0.0005
Si -0.0035 -0.0095 -0.0133
Si -0.0021 0.0018 -0.0128
Si -0.0059 -0.0037 -0.0186
Si 0.0098 0.0104 -0.0067
Si -0.0132 0.015 -0.006
Si -0.0005 -0.0138 -0.0063
Si 0.0047 -0.0059 -0.0079
Si -0.0036 -0.0186 -0.0051
Si -0.0155 -0.0114 -0.0146
Si 0.0143 -0.0083 0.0181
Si 0.0101 0.0115 0.0172
Si 0.0021 0.0038 0.0097
Si -0.0053 -0.0008 0.0198
Si 0.0021 0.0042 0.0179
Si 0.0067 -0.0007 0.0215
Si 0.0078 -0.0117 0.0122
Si 0.0111 -0.0022 0.0128
Si -0.013 0.0237 0.0024
Si 0.0033 0.0283 0.0075
Si -0.0223 0.0208 0.0068
Si 0.0016 0.0234 0.0195
Si -0.025 -0.0063 -0.0223
Si 0.001 0.0031 -0.0247
Si 0.0027 -0.0072 -0.0275
Si -0.0025 0.0097 -0.0308
Si 0.0178 -0.0139 -0.0226
Si -0.031 -0.0117 -0.0152
Si -0.0052 0.0165 -0.0277
Si -0.0009 -0.0019 -0.0243
Si 0.0022 0.0055 -0.0095
Si -0.0018 -0.0079 -0.0116
Si 0.0119 -0.013 -0.0355
Si 0.0069 -0.0472 -0.0545
O -0.0199 -0.0019 0.002
O 0.0085 0.0045 -0.0018
O -0.0084 0.0006 0.0012
O -0.0002 -0.0028 0.0003
O -0.0041 -0.0025 0.004
O 0.0207 0.0021 0.0202
O 0.0052 0.0068 0.0181
O 0.0033 -0.005 0.0023
O 0.0018 -0.0014 0.0082
O 0.004 0.0028 0.0299
O -0.0253 0.0026 0.0272
O -0.004 -0.0018 -0.0021
O 0.0022 0.0043 -0.0005
O 0.0014 -0.0009 0.0083
O -0.0015 0.0046 0.0167
O -0.0018 0.0082 -0.0022
O 0.0095 -0.0064 -0.0144
O -0.0028 0.0026 0.0066
O 0.0025 0.0085 -0.0146
O 0.0022 -0.0045 -0.0068
O 0.001 0.0002 0.0082
O -0.0001 0.0009 0.0031
O -0.0152 -0.021 -0.0161
O -0.0039 -0.006 0.0082
Si 0.0091 0.0005 0.0037
Si 0.002 -0.007 0.0008
Si 0.0025 0.0025 0.0029
Si 0.0002 -0.0021 0.0033
Si 0.002 -0.0079 0.0024
Si 0.0065 0.0019 -0.0149
Si 0.0053 0 0.0012
Si -0.0021 -0.0025 -0.0182
Si -0.0009 -0.0013 -0.0005
Si -0.0011 0.0001 -0.0009
Si -0.0022 0.0035 -0.0004
Si -0.006 0.0002 -0.0067
Si -0.0022 0.016 -0.0018
Si 0.0038 0.0042 0.0005
Si 0.0104 -0.0167 -0.0086
Si -0.0015 0.0008 0.0024
Si -0.0032 0.0228 -0.0003
Si 0.0005 -0.0017 0.0013
Si -0.0021 0.0013 0.001
Si 0.0006 0.0061 -0.0085
Si 0.0029 0.0022 -0.0005
Si 0.0072 -0.0039 -0.0074
Si 0.0006 0.0021 0.0063
Si 0.0006 -0.0012 -0.0018
Si 0.0169 -0.0026 -0.0065
Si -0.0015 0.0003 -0.0019
Si -0.0113 0.0031 0.0056
Si -0.0009 0.0098 0.0006
Si 0.0155 0.0104 -0.0118
Si -0.0116 0.0024 -0.0048
Si -0.0057 -0.0042 -0.0003
Si -0.0004 -0.0052 -0.0061
Si 0.0018 0.0057 -0.0025
Si 0.0105 -0.0043 0.0051
Si -0.002 -0.0015 0.0006
Si 0.0032 0.0004 0.0011
Si 0.0025 0.0042 0.0031
Si -0.0008 -0.002 -0.0025
Si 0.0069 -0.0053 0.0076
Si -0.0005 -0.0041 -0.0115
Si 0.001 -0.0003 -0.0096
Si 0.01 -0.0052 -0.0015
Si -0.0018 0.0031 -0.005
Si -0.0057 0.001 -0.0065
Si -0.007 0.0055 0.0165
Si -0.0066 0.0005 0.011
Si -0.0034 -0.0069 -0.0203
Si -0.0156 -0.01 -0.0211
Si 0.0026 0.0021 -0.0156
O 0.0006 0.0058 0.0279
O 0.0026 -0.0039 0.0424
O 0.0142 0.0007 0.0084
O -0.0023 0.0042 0.0118
O -0.0016 -0.0113 0.0242
O 0.0021 -0.0072 0.0184
O 0.0069 0.0008 0.0053
O 0 -0.0014 0.009
O 0.0024 0.0001 0.0049
O 0.0113 -0.012 0.0093
O 0.0018 -0.003 -0.003
O -0.002 -0.0029 0.0048
O -0.0087 0.0004 -0.0049
O 0.001 -0.0002 0.0054
O 0.0027 -0.0037 -0.0134
O 0.0044 0.0014 -0.0142
O -0.0049 0.0011 0.0224
O 0.0014 0.0008 -0.0078
O 0.0004 0.001 0.0013
O -0.0017 0.0092 0.0092
O 0.0025 -0.0031 -0.0018
O -0.0036 0.0044 -0.0006
O 0.0001 -0.0023 0.0249
O 0.0012 0.0049 0.0013
O 0.0038 -0.003 -0.0108
O 0.0049 -0.0111 0.0119
O -0.0062 0.0058 0.0087
O -0.0017 -0.0002 0.0021
O 0.0012 0.0074 0.01
O 0.0005 0.0048 0.0063
O -0.007 0.0003 0.0138
O 0.0066 0.0069 -0.0228
O -0.003 0.0114 0.009
O -0.0034 -0.0111 0.0117
O -0.0036 -0.0025 0.0042
O -0.0059 0.0059 0.0032
O 0.0008 0.0048 0.0083
O -0.0001 -0.0001 0.0065
O 0.0093 0.0071 0.0466
O 0.007 0.0033 0.0077
O -0.0027 -0.0036 0.0119
O 0.0106 -0.0039 0.0028
O 0.0008 0.0007 0.0028
O -0.0015 -0.0045 0.0098
O 0.0023 0.0071 -0.0007
O 0.0021 0.0032 0.0059
O -0.0135 0.0097 0.0139
O -0.0012 0.0064 0.0022
O -0.0036 -0.0074 0.0065
O -0.0023 0.0058 0.0059
O -0.0066 -0.0174 0.001
O 0.0014 -0.0044 0.0048
O -0.0014 0.0032 -0.0015
O -0.0007 -0.002 -0.0032
O -0.0033 -0.0066 0.0086
O 0.0009 -0.0026 0.0109
O -0.0049 -0.0069 0.0014
O 0.0039 0.0045 0.0027
O -0.0018 0.0056 0.0041
O 0.0013 -0.009 0.0004
O -0.0049 0.0019 -0.012
O -0.0084 -0.0028 0.0234
O 0.0012 0.0026 -0.0085
O -0.0052 0.0126 0.0028
O -0.0034 0.0109 -0.001
O 0.0049 -0.0003 0.0057
O 0.003 0.0007 0.0098
O 0.0029 0.0028 0.0075
O -0.011 0.0055 -0.0157
O 0.0048 0.007 0.009
O -0.0011 0.0027 0.0049
O 0.0035 -0.0019 0.0108
O -0.0069 0.003 0.013
O 0.001 0.0034 -0.0003
O -0.003 0.0032 0.0005
O -0.0003 0.0026 0.0029
O -0.0038 -0.0018 0.0053
O 0.0113 0.0131 0.0112
O -0.0114 0.0008 0.0068
O -0.004 0.0033 0.0036
O -0.0017 0.0065 0.0151
O 0.0059 -0.0112 0.0147
O 0.0038 -0.0041 0.0012
O 0.0041 0.011 0.0139
O 0.0004 -0.0091 0.0134
O -0.0047 0.0031 0.0045

The program warned: the cutoff lies below the one the program advises for these potential files; the exchange-correlation potential is rough where the density is thin.
